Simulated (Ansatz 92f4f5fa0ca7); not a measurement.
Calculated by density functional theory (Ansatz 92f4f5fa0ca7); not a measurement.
Periodic cell of 228 atoms, Si140O88, from a study of silicon, its oxide and their interface. The atomic structure is a simulated model.
This geometry differs little from another in the collection (a relaxation step or a small displacement).

Settings
functional: r2SCAN
potential files: Ansatz PAW
basis: plane waves
wave-function cutoff: 800 eV
density cutoff ratio: 5
exchange-correlation grid ratio: 1
k mesh: 1 x 1 x 1, shifted by 0.5 0.5 0 of a step
self-consistency stop: 1e-10 eV per atom in the density residual
occupations: fixed
spin: none
net charge: 0

Cell vectors (angstrom)
a  10.887  0  0
b  0  10.887  0
c  0  0  33.3214

Atoms and the computed forces on them: element, x, y, z (angstrom), force x, y, z (eV/angstrom)
Si  0.56  -0.593  -0.0188  -0.0044  0.0041  -0.0464
Si  2.2834  3.0536  -0.1984  0.0065  -0.0007  -0.0471
Si  0.0576  5.2566  0.3537  -0.0023  -0.0026  -0.0275
Si  2.7297  8.0986  0.3992  0.0007  -0.0008  -0.019
Si  5.3809  -0.1782  0.002  -0.0015  -0.0004  -0.0448
Si  8.1249  2.743  0.225  -0.006  0.0002  -0.0445
Si  4.9017  5.8674  0.0165  0.0023  -0.0057  -0.0358
Si  8.7537  7.4533  0.0045  -0.0031  0.0057  -0.0397
Si  1.3891  1.2911  1.2098  -0.0008  -0.0038  0.0071
Si  3.9183  4.1075  1.2567  0.0001  0.0018  -0.0054
Si  1.3669  6.6929  1.6325  0.0013  -0.0015  -0.0083
Si  4.0902  9.548  1.5593  0.0004  0.0018  0
Si  6.734  1.2501  1.3375  0.0003  -0.0033  0.0029
Si  9.4603  4.0225  1.6231  0.001  0.0001  -0.0037
Si  6.8158  6.7229  1.2427  0.0025  0.0013  0.0039
Si  9.6845  9.2847  1.259  0.0011  -0.0033  -0.004
Si  0.0106  2.5588  2.7347  0.0012  -0.0034  -0.0035
Si  2.713  0.0786  2.7733  -0.0039  0.0016  0.0015
Si  0.0017  8.1065  2.8707  -0.0039  0.0027  0.0073
Si  2.7449  5.3329  2.8755  0.0003  -0.0043  0.0072
Si  5.3588  2.7071  2.6221  -0.0015  -0.0017  -0.0024
Si  8.2241  -0.1381  2.5944  -0.0002  -0.0026  0.0014
Si  5.559  8.1344  2.7253  0.0058  -0.0023  -0.001
Si  8.061  5.4371  2.8119  -0.0049  0.002  0.0014
Si  1.328  3.9735  4.135  0.0007  -0.0008  -0.004
Si  4.0737  1.402  4.1099  -0.0013  0.0038  -0.0019
Si  1.374  9.5417  4.1193  -0.0001  -0.0014  -0.0043
Si  4.1554  6.7692  4.0933  -0.0004  0  0.0041
Si  6.7303  4.0182  4.0749  -0.001  0.0015  0.0033
Si  9.5168  1.234  4.0566  0.0013  -0.0001  -0.0014
Si  6.8711  9.4992  4.0843  -0.0007  -0.0033  0.0052
Si  9.4609  6.7827  4.1597  -0.0001  -0.0005  0.0017
Si  -0.0069  -0.0343  5.4845  -0.0005  0.0019  0.0027
Si  2.7152  2.6978  5.5141  -0.0021  -0.0008  -0.0012
Si  -0.0312  5.3956  5.4498  0.001  -0.0013  0.0011
Si  2.7642  8.1576  5.4246  0.0004  -0.0014  -0.0038
Si  5.4659  0.0036  5.4084  -0.0016  -0.0015  -0.0019
Si  8.1507  2.6651  5.3898  0.0012  0.0018  0.0025
Si  5.4557  5.4093  5.4827  0.0003  0.0016  0.0012
Si  8.1631  8.1642  5.5166  -0.0033  0.0003  -0.0015
Si  1.3446  1.339  6.8433  -0.0011  -0.0006  0.0004
Si  4.073  4.0849  6.8319  -0.0012  -0.0003  -0.0011
Si  1.3589  6.7996  6.7664  -0.0015  -0.0003  0.0037
Si  4.0988  9.5333  6.7934  -0.0007  0.0007  -0.0011
Si  6.7954  1.3627  6.7919  -0.0019  -0.0006  -0.0017
Si  9.4907  4.049  6.7951  -0.0008  -0.0005  -0.0011
Si  6.8005  6.7902  6.8409  -0.0005  -0.0004  0.0001
Si  9.5277  9.523  6.849  -0.0015  -0.0003  0.0008
Si  -0.0153  2.7277  8.1694  -0.001  0.0009  -0.0001
Si  2.7255  -0.0084  8.1818  -0.0009  -0.0017  -0.0005
Si  0.0245  8.1715  8.1618  0.0018  -0.0003  0.0014
Si  2.7133  5.4581  8.1453  -0.0012  0.0006  0.0013
Si  5.4478  2.7339  8.1716  0.0006  -0.0007  -0.0005
Si  8.1549  0.0245  8.1541  -0.0023  0.0007  0.0016
Si  5.4423  8.1769  8.171  -0.0016  0  0.0003
Si  8.1734  5.4425  8.1843  0.0003  -0.0002  -0.0012
Si  1.3623  4.1062  9.5025  -0.0017  -0.0005  0.0015
Si  4.0771  1.3821  9.525  -0.0032  0.0004  -0.0005
Si  1.3519  9.5381  9.552  -0.0016  0.0008  0.0016
Si  4.0562  6.8211  9.5031  0.0001  0.0003  0.0014
Si  6.7918  4.1083  9.5418  -0.0017  0.0009  -0.0006
Si  9.4956  1.3854  9.5148  0.0019  -0.0013  0
Si  6.7999  9.5671  9.5084  0.0002  -0.0019  0.0004
Si  9.5438  6.839  9.517  -0.0025  0.0007  0.0013
Si  -0.0443  0.0422  10.8823  -0.0005  0.0003  0.0022
Si  2.7098  2.7478  10.882  -0.0004  0.0003  0.0011
Si  0.0478  5.5028  10.8516  0.001  -0.0003  0.0007
Si  2.7244  8.1678  10.8857  -0.0015  0  0.0014
Si  5.443  0.0326  10.879  -0.0011  0  0.0017
Si  8.1668  2.7548  10.8859  -0.0016  -0.0013  0.0007
Si  5.4162  5.4901  10.8789  -0.0002  -0.0009  0.0026
Si  8.1833  8.242  10.8588  -0.0014  0  0.0033
Si  1.3071  1.4086  12.2299  0.0001  0.0028  -0.0004
Si  4.0615  4.1217  12.2512  -0.002  -0.0002  0.0039
Si  1.377  6.8374  12.2816  -0.0004  -0.0003  0.0001
Si  4.082  9.5395  12.2108  -0.0001  -0.0005  -0.0046
Si  6.7937  1.4019  12.2459  -0.0002  -0.0021  0.0005
Si  9.5658  4.1605  12.1578  0.0019  -0.001  0.0021
Si  6.7814  6.9171  12.1723  -0.0022  0.0015  0.0045
Si  9.4942  9.6034  12.2926  0.0011  0.0001  -0.002
Si  0.0093  2.8689  13.5843  -0.0009  0.0019  -0.0052
Si  2.6464  -0.039  13.5062  0.0001  -0.0031  -0.0061
Si  0.0015  8.2287  13.6063  -0.0006  0.0004  -0.0058
Si  2.7489  5.4844  13.6636  -0.0007  -0.0016  0.0015
Si  5.4326  2.7598  13.5891  -0.0008  -0.0011  -0.0048
Si  8.1222  0.1003  13.6819  -0.0022  0.0001  -0.0042
Si  5.4762  8.2649  13.6168  0.0004  0.0012  0.0008
Si  8.1944  5.5611  13.4128  0.0007  -0.0022  -0.0063
Si  1.3668  4.1886  15.0683  -0.0014  -0.0007  -0.0061
Si  3.9789  1.3401  14.7999  0.0001  -0.0002  -0.0052
Si  1.3524  9.5229  15.0214  -0.0001  0.0019  0.0027
Si  4.1592  6.8477  14.9703  -0.0029  -0.0019  -0.0037
Si  6.8755  4.2232  14.7562  -0.0006  -0.0027  0.0051
Si  9.4871  1.5628  14.9335  -0.001  0.0017  0.0074
Si  6.7388  9.6719  15.1028  -0.0035  0.0013  0.0019
Si  9.4618  6.9004  14.8708  0.0019  0.0008  -0.0023
Si  0.178  0.3642  16.1248  -0.0108  -0.0048  0.0482
Si  2.485  2.4458  16.207  0.0086  0.0003  0.0415
Si  -0.28  5.4198  16.2578  0.0007  0.0093  0.0424
Si  2.9573  8.2976  16.3357  0.0007  -0.0094  0.0472
Si  4.9575  -0.1573  16.3196  -0.0042  0.0095  0.0531
Si  8.3771  3.2301  16.2387  -0.0079  0.0018  0.0453
Si  5.8513  5.7507  16.1858  -0.0014  -0.0079  0.0357
Si  7.9649  8.0581  16.2843  0.008  0.0029  0.0378
Si  2.1524  -17.2183  26.2596  0.0011  0.0049  -0.0168
Si  -0.7338  0.0162  25.553  0.002  0.0037  -0.0036
Si  18.2683  -3.0561  22.5643  0.0004  0.0027  0.0277
Si  4.2218  15.8866  22.3853  0.0038  0.0026  0.0342
Si  -3.5011  -1.5808  31.5609  -0.0094  0.0109  -0.0827
Si  0.9192  -1.9365  20.3259  0.0084  0.0139  0.0587
Si  -4.4526  14.7822  18.458  0.0023  0.0076  0.0885
Si  15.0599  12.5903  30.9802  0.0098  -0.0115  -0.085
Si  -18.1649  -0.4828  28.6388  -0.0161  -0.0224  -0.0501
Si  -11.927  -6.1505  22.4436  -0.0014  0.001  0.0332
Si  10.7461  2.2558  21.4784  -0.0019  0.0046  0.0348
Si  17.1421  4.061  31.2562  0.0108  0.0002  -0.086
Si  9.223  7.2027  27.3206  0.0136  0.0044  -0.0308
Si  -12.3099  22.5753  31.7362  -0.0196  0.0048  -0.0818
Si  26.7774  4.5898  26.6501  -0.0115  0.0013  -0.0315
Si  3.4189  -12.5158  25.8375  -0.0059  -0.0099  -0.0156
Si  -12.4407  -9.6861  28.9367  0.0067  -0.0053  -0.0717
Si  34.1169  -6.2746  20.7385  -0.0046  -0.0118  0.0657
Si  5.0657  17.8081  24.5241  -0.001  0.0042  0.0036
Si  9.3997  9.8436  18.4262  0.0018  0.0104  0.0932
Si  -9.4441  6.5644  18.5558  -0.0006  -0.0147  0.0963
Si  -15.7964  19.5423  28.8616  -0.0062  -0.0012  -0.0607
Si  1.0043  -3.5126  26.1135  0.0047  -0.0045  -0.0124
Si  -1.2823  17.9539  24.3893  0.0038  -0.0021  0.0093
Si  3.3493  10.8213  20.585  0.0071  -0.0142  0.062
Si  4.3468  1.8887  18.5007  -0.0038  -0.0028  0.0823
Si  16.8717  43.1783  21.7766  0.0074  -0.0079  0.0417
Si  25.7552  3.0119  24.581  -0.005  0.0019  0.0042
Si  6.9535  5.6685  28.7256  0.0032  0.0115  -0.07
Si  10.6132  -0.4821  22.4943  0.0004  0.0066  0.0247
Si  -2.8698  -0.9174  27.3963  0.0085  -0.0087  -0.0298
Si  -24.1936  11.4535  20.7034  0.006  0.0092  0.0641
Si  -10.0366  21.7044  28.021  0.0015  0.0041  -0.0456
Si  3.7069  0.1967  23.5257  0.004  0.0027  0.028
Si  21.9316  2.4012  26.9797  0.0093  0.0049  -0.031
Si  17.996  5.3479  21.0371  0.0001  0.0172  0.073
O  6.1727  9.4493  -0.7027  -0.015  0.0072  0.0374
O  -13.1504  -0.4142  -7.3581  -0.0016  0.0008  0.0103
O  4.5093  3.6302  -10.1216  -0.0031  0.0032  -0.0111
O  1.0828  4.1997  -0.4743  -0.0056  0.0033  0.0121
O  -7.9208  0.3309  -11.2148  -0.0038  -0.0009  -0.0307
O  -25.3449  3.5295  -0.9631  0.0186  -0.0135  0.0435
O  2.0295  10.0689  -4.5267  0.0137  -0.0002  0.0204
O  2.8854  13.3725  -1.657  -0.0199  0.0157  0.0452
O  3.0021  -0.9296  -8.8838  0  0.0035  -0.0003
O  3.9148  0.8567  -3.7512  0.0087  0.0234  0.047
O  14.9583  6.286  -9.9305  0.0017  -0.0057  -0.0107
O  23.5558  16.9073  -7.5403  0.0005  -0.0002  0.0041
O  5.3011  5.1978  -1.4199  -0.0135  0.0155  0.0504
O  42.4506  13.3367  -5.3057  -0.0103  -0.0072  0.0282
O  9.8873  6.3108  -0.4083  0.002  -0.0038  0.0165
O  7.4804  13.8745  -15.7254  0.0168  -0.0056  -0.0439
O  4.8375  -0.719  20.6784  -0.0111  0.0037  -0.0252
O  9.1844  1.7247  30.4388  -0.0012  -0.0065  0.0587
O  -1.7168  -0.413  21.7871  -0.0079  0.0064  -0.0233
O  -14.6875  4.8307  30.0987  -0.0109  -0.0221  0.0502
O  -8.0628  4.8569  21.5824  -0.0159  0.0055  -0.0272
O  -3.9994  17.7943  16.7302  -0.001  0.0009  -0.0248
O  14.8602  -1.3876  16.8197  -0.0017  -0.0026  -0.026
O  7.3977  -3.9596  21.2228  -0.0014  -0.0054  -0.0228
O  0.2606  10.1835  26.6354  0.0037  0.0022  0.0164
O  16.4508  -5.7587  21.4872  0.0135  -0.0009  -0.0248
O  18.1173  4.8041  19.5276  -0.0118  -0.0191  -0.0555
O  13.0569  8.431  26.4347  0.004  0.0043  -0.0001
O  5.5233  4.8649  17.5214  -0.0082  0.0215  -0.0539
O  13.4004  7.3895  17.6456  0.0116  0.0212  -0.0504
O  -2.224  8.632  17.6553  -0.0181  -0.0165  -0.0494
O  1.3309  1.3811  16.6939  -0.0023  -0.0005  -0.022
O  -4.4551  7.2552  23.7369  0.0043  0.0022  -0.0092
O  8.0546  22.1744  28.3579  0.0022  0.0088  0.0225
O  -12.8796  19.5751  27.8835  -0.0068  0.0039  0.0125
O  -7.4213  -6.2372  27.2379  0.0055  -0.001  0.0077
O  -0.0088  0.026  31.8762  0.0172  -0.0154  0.0502
O  19.2171  -0.1684  19.2662  0.007  -0.0158  -0.0486
O  -1.0389  -5.3173  23.8251  0.0009  -0.0032  -0.0116
O  27.8504  28.8169  28.8214  -0.0002  0.0071  0.0186
O  14.4918  1.4849  24.4455  0.0014  0.0006  -0.0058
O  -12.4195  1.8227  32.9638  -0.0082  0.017  0.0317
O  -17.9388  -0.5232  26.99  0.001  0.0066  0.0262
O  0.1786  6.2826  17.5799  -0.0144  -0.0127  -0.0494
O  -1.4657  1.8833  20.5827  -0.0068  -0.005  -0.0231
O  -13.3381  6.0816  28.1926  -0.0116  -0.0085  0.0227
O  13.4794  3.7497  24.9431  0.0049  -0.0018  0.0008
O  -11.604  21.6617  17.3836  0.0182  0.0151  -0.0541
O  -3.9279  -10.0628  21.2514  0.0073  0.0026  -0.0187
O  11.9063  13.9261  20.6547  0.005  0.008  -0.0198
O  -5.826  3.2216  25.7756  0.0035  0.0007  0.0038
O  -1.3433  -6.6147  16.7416  0.002  -0.0007  -0.0233
O  -4.7458  4.6375  27.7718  0.0131  0.0067  0.0258
O  3.8041  -3.8233  32.9573  -0.0047  0.0071  0.0304
O  33.4655  -7.0292  26.8285  -0.002  -0.0056  0.0089
O  22.3356  9.1469  21.8994  0.0056  -0.006  -0.0289
O  37.226  8.2136  25.3575  -0.0002  0.0025  0.0027
O  37.9381  10.8607  23.1922  0.0026  0.0021  -0.0191
O  -7.4595  12.118  19.6447  0.0109  0.0172  -0.047
O  10.8499  -14.6851  27.3405  -0.0061  0.001  0.0104
O  22.2377  0.8953  22.0697  -0.0016  0.004  -0.015
O  -2.5655  4.6681  21.8805  -0.0117  0.0045  -0.0202
O  19.7438  18.808  23.2391  -0.0042  0.0012  -0.0104
O  -22.1677  21.8411  29.0252  -0.0099  0.0076  0.0277
O  -11.3118  -11.4045  24.0855  0.0006  0.0006  -0.0133
O  8.7401  7.0241  25.7699  -0.0015  0.0024  0.0103
O  -2.615  -11.154  31.7766  0.0058  -0.0046  0.0248
O  -9.6894  7.4329  19.8989  0.0021  -0.0101  -0.037
O  2.2397  -1.0656  19.983  -0.0007  -0.0022  -0.0216
O  4.4654  20.022  29.1632  0.005  0.0015  0.0191
O  6.5003  -12.3905  27.4843  -0.0051  -0.0042  0.0211
O  -5.545  2.8164  30.7139  -0.002  0.0045  0.0249
O  17.7641  31.0086  22.0411  0.0004  0.0071  -0.0138
O  -9.5685  1.4423  27.6141  0.0023  -0.0064  0.0149
O  -10.7524  7.7447  24.7925  0.0008  -0.0002  0.0025
O  21.4105  9.3605  19.4603  -0.0223  0.0072  -0.0445
O  3.3779  2.767  17.5385  -0.0165  0.0013  -0.0485
O  10.2717  3.1977  22.7137  0.0033  -0.0063  -0.0155
O  6.8878  9.2326  30.0508  0.0198  0.0085  0.0632
O  -13.543  -2.916  31.8606  0.0142  -0.0166  0.0486
O  -5.5648  -5.083  25.6442  0.0019  -0.0026  0.0094
O  21.3408  1.6235  25.6624  0.0014  0.0007  0.0104
O  -16.6001  11.6374  17.6714  0.0046  -0.0215  -0.0447
O  16.3047  2.8792  19.1956  -0.0005  0  -0.0319
O  1.702  9.149  32.9014  0.0025  -0.0012  0.0267
O  4.6532  11.5275  32.1079  0.0096  -0.0159  0.0478
O  11.0111  5.3128  21.4284  0.0144  0.0032  -0.0241
O  -9.0864  5.1278  19.229  0.0014  0.0192  -0.0463

Results
free energy: -139738.276 eV
free energy less fixed offsets of O -570.45, Si -639.56 eV per atom: -0.276 eV

The program warned: the cutoff lies below the one the program advises for these potential files; the forces do not sum to zero within the program's tolerance; empty levels may hold ghost states of the PAW files; the exchange-correlation potential is rough where the density is thin.
